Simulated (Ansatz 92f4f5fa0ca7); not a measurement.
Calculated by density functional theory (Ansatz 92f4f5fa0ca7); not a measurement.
Periodic cell of 213 atoms, Si132O79H1N1, from a study of silicon, its oxide and their interface. The atomic structure is a simulated model.
Doubt: the cutoff is low for norm-conserving oxygen, so forces and energies are approximate.
Doubt: the program's own warning below bears on the result.

Settings: functional HSE06; potential files SPMS norm-conserving; basis plane waves; wave-function cutoff 800 eV; density cutoff ratio 4; exchange-correlation grid ratio 1; k mesh 1 x 1 x 1, Gamma-centred; occupations fixed; spin none; net charge 0.

Cell vectors (angstrom)
a  10.938  0  0
b  0  10.938  0
c  0  0  31.7412

Atoms: element, x, y, z (angstrom)
Si  -0.3889  0.3552  24.3459
Si  6.1811  -0.564  24.328
Si  2.1379  3.3131  24.4035
Si  8.6205  2.091  24.3095
Si  0.4876  5.0885  24.256
Si  4.7517  6.1124  24.3223
Si  3.0416  7.9276  24.4668
Si  7.77  8.5334  24.3083
Si  1.2828  1.4558  25.6187
Si  6.9287  1.2415  25.7079
Si  4.0349  4.1754  25.5351
Si  9.5593  4.0572  25.3906
Si  1.3727  6.7932  25.6594
Si  6.7065  6.8412  25.5377
Si  4.2125  9.6346  25.5494
Si  9.526  9.5424  25.5681
Si  2.7405  0.0397  26.8931
Si  8.2599  -0.075  27.0596
Si  -0.0713  2.7942  26.9779
Si  5.464  2.7418  26.8859
Si  2.7406  5.4587  27.0277
Si  8.1766  5.4466  26.8352
Si  -0.0154  8.2003  26.9306
Si  5.4628  8.2283  26.9934
Si  4.1018  1.3673  28.3229
Si  9.5708  1.3673  28.3229
Si  1.3673  4.1018  28.3229
Si  6.8362  4.1018  28.3229
Si  4.1018  6.8362  28.3229
Si  9.5708  6.8362  28.3229
Si  1.3673  9.5708  28.3229
Si  6.8362  9.5708  28.3229
Si  0  0  29.6902
Si  5.469  0  29.6902
Si  2.7345  2.7345  29.6902
Si  8.2035  2.7345  29.6902
Si  0  5.469  29.6902
Si  5.469  5.469  29.6902
Si  2.7345  8.2035  29.6902
Si  8.2035  8.2035  29.6902
Si  1.3673  1.3673  31.0574
Si  6.8362  1.3673  31.0574
Si  4.1018  4.1018  31.0574
Si  9.5708  4.1018  31.0574
Si  1.3673  6.8362  31.0574
Si  6.8362  6.8362  31.0574
Si  4.1018  9.5708  31.0574
Si  9.5708  9.5708  31.0574
Si  2.7345  0  0.6835
Si  8.2035  0  0.6835
Si  0  2.7345  0.6835
Si  5.469  2.7345  0.6835
Si  2.7345  5.469  0.6835
Si  8.2035  5.469  0.6835
Si  0  8.2035  0.6835
Si  5.469  8.2035  0.6835
Si  4.1018  1.3673  2.0507
Si  9.5708  1.3673  2.0507
Si  1.3673  4.1018  2.0507
Si  6.8362  4.1018  2.0507
Si  4.1018  6.8362  2.0507
Si  9.5708  6.8362  2.0507
Si  1.3673  9.5708  2.0507
Si  6.8362  9.5708  2.0507
Si  0  0  3.418
Si  5.469  0  3.418
Si  2.7345  2.7345  3.418
Si  8.2035  2.7345  3.418
Si  0  5.469  3.418
Si  5.469  5.469  3.418
Si  2.7345  8.2035  3.418
Si  8.2035  8.2035  3.418
Si  1.3964  1.3365  4.7373
Si  6.7893  1.3881  4.8661
Si  4.1399  4.081  4.7714
Si  9.5574  4.1016  4.7853
Si  1.3921  6.8583  4.8499
Si  6.8164  6.8552  4.7018
Si  4.0848  9.6102  4.901
Si  9.6398  9.5041  4.69
Si  2.6513  0.0699  6.3237
Si  8.2758  -0.0853  5.9876
Si  0.0528  2.7307  6.0525
Si  5.3834  2.7657  6.3439
Si  2.8426  5.4963  6.145
Si  8.137  5.4875  6.0675
Si  -0.0017  8.2279  6.2304
Si  5.5574  8.1998  6.1651
Si  3.4385  1.9711  7.5739
Si  10.0071  0.9241  7.1813
Si  1.7664  3.774  7.2969
Si  6.3388  4.6946  7.3826
Si  4.6585  6.4122  7.4081
Si  9.261  7.0363  7.4011
Si  0.7379  10.122  7.5088
Si  7.5118  9.0206  7.2617
O  0.7648  9.8326  9.1748
O  1.1887  4.5064  8.676
O  5.3531  -1.5078  10.6357
O  7.1019  9.8273  8.6584
O  3.5309  1.6293  9.207
O  4.6689  6.6725  9.0979
N  6.6084  4.8073  9.1383
O  9.8824  6.0909  8.6699
O  2.44  2.9232  22.8012
O  6.3001  10.8522  22.6986
O  7.6781  2.272  22.9165
O  0.3666  5.6102  22.6798
O  2.3195  8.6278  23.1108
O  8.1812  8.0347  22.7719
O  4.8889  5.7992  22.7116
O  11.3102  10.5803  23.0154
Si  0.3467  3.6349  14.975
Si  6.9176  11.2117  14.0649
Si  3.8887  2.0485  10.747
Si  3.3889  1.7097  22.2824
Si  1.8786  10.1001  22.5617
Si  4.8666  10.1937  11.9937
Si  13.3491  11.1992  19.8633
Si  6.3658  13.4495  17.0319
Si  9.6884  3.4118  19.7175
Si  2.7426  17.5655  19.4079
Si  -1.4839  13.2961  16.9497
Si  1.6015  8.6121  15.6207
Si  1.1183  6.2452  12.1773
Si  10.4154  11.5721  19.0812
Si  9.5701  6.0314  13.9839
Si  5.438  14.1141  14.3578
Si  11.0181  5.8589  21.0884
Si  6.3947  12.4266  22.2408
Si  -0.9295  2.0202  10.0594
Si  5.3562  5.733  21.1668
Si  6.0482  6.262  9.9317
Si  7.0042  15.991  12.4654
Si  2.5312  14.478  12.9593
Si  11.578  10.6134  10.6179
Si  8.8883  10.909  11.8695
Si  13.2009  9.0252  12.5918
Si  6.701  3.2505  20.0145
Si  8.581  9.2309  18.8382
Si  8.1429  7.409  21.2616
Si  6.5725  3.4207  10.1717
Si  6.8649  -1.7823  10.1138
Si  6.3085  10.4578  17.0357
Si  -0.1269  5.0136  9.4919
Si  -0.9339  7.5358  16.6116
Si  1.4837  5.857  16.8071
Si  3.5788  9.3522  17.817
O  8.4373  11.163  13.4239
O  7.8908  -1.078  11.1387
O  10.3293  10.19  11.5927
O  2.4252  5.6261  18.1298
O  9.6006  6.6932  20.9692
O  4.9261  2.1038  22.6755
O  9.7274  3.5232  18.0771
O  -4.0006  10.473  15.5218
O  3.0803  8.0745  18.7099
O  0.5246  12.2295  10.2817
O  6.802  17.4253  21.0558
O  6.2337  1.7689  14.046
O  1.395  6.5955  20.3864
O  3.4976  10.6412  18.8073
O  9.2052  17.878  15.3019
O  7.0931  -3.3953  9.8863
O  14.0583  12.4326  20.6823
O  13.5727  13.7008  11.527
O  -0.9242  3.6385  9.9429
O  6.0444  -0.6436  13.0795
O  10.8752  17.6032  13.2342
O  4.1074  6.2494  20.2328
O  -3.0336  13.364  16.443
O  2.0694  7.0348  15.805
O  5.9505  5.9479  11.5505
O  4.3298  0.7337  11.5952
O  6.5659  1.7268  20.6281
O  8.2736  16.88  12.9948
O  1.0992  11.6426  19.0172
O  -0.0142  17.2856  17.2778
O  7.4857  3.8243  11.4871
O  5.4239  14.2662  15.9851
O  2.9738  11.2417  23.0566
O  10.7985  4.4051  20.3604
O  8.9948  8.0786  17.7534
O  7.9189  8.5699  20.154
O  12.8684  18.55  11.8673
O  6.3636  3.305  18.4365
O  1.3559  15.4085  15.963
O  2.1902  16.0709  12.7286
O  7.4722  10.1749  18.1285
O  5.6176  4.1824  20.7696
O  2.5931  9.5369  16.5248
O  -5.201  11.9663  17.2799
O  9.3738  1.4225  8.6601
O  10.998  8.7546  16.1546
O  10.5266  13.3737  15.7462
O  3.9078  14.1926  13.797
O  -0.9788  1.8336  20.1172
O  6.8624  2.0565  9.3456
O  9.7612  11.8533  17.6209
O  -1.081  10.0857  19.4317
O  1.2487  13.8943  13.7978
O  12.8778  10.0481  20.9335
O  10.0403  15.4723  14.4175
O  1.6044  9.1119  14.0756
O  0.3844  5.7392  10.8342
O  8.2094  3.8287  20.2599
O  3.8508  9.2031  12.7715
O  -5.819  9.343  17.2467
O  5.0612  3.1729  10.7579
O  1.8961  10.2457  11.5638
O  6.2502  4.4549  13.7679
O  8.9961  1.4785  11.2198
H  7.7329  1.7905  8.9735

Results
free energy: -50638.351 eV
free energy less fixed offsets of H -15.86, N -279.42, O -447.96, Si -113.29 eV per atom: 0.049 eV
gap between the highest filled and lowest empty level on this k mesh: 1.416 eV

The program warned: the cutoff lies below the one the program advises for these potential files; the model core charge is not resolved on the grid; the forces do not sum to zero within the program's tolerance; the potential files have known limits; the exchange-correlation potential is rough where the density is thin.
